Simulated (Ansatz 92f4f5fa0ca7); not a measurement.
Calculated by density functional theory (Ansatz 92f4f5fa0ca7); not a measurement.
Periodic cell of 221 atoms, Si132O88H1, from a study of silicon, its oxide and their interface. The atomic structure is a simulated model.
Doubt: the cutoff is far below the 930 eV that the study's wrapper takes by default for these files, so forces and energies are approximate.
This geometry differs little from another in the collection (a relaxation step or a small displacement).

Settings: functional PBE; potential files Ansatz PAW; basis plane waves; wave-function cutoff 580 eV; density cutoff ratio 5; exchange-correlation grid ratio 1; k mesh 1 x 1 x 1, Gamma-centred; self-consistency stop 5e-08 eV per atom in the density residual; occupations fixed; spin none; net charge +1 e, with a uniform compensating background and no finite-size correction.

Cell vectors (angstrom)
a, 10.938, 0, 0
b, 0, 10.938, 0
c, 0, 0, 32.8512

Atoms: element, x, y, z (angstrom)
Si, -0.2304, 0.351, 25.3357
Si, 5.7745, -0.1458, 25.3759
Si, 2.5378, 3.0902, 25.3929
Si, 8.4813, 2.6069, 25.2852
Si, 0.3049, 5.3148, 25.3786
Si, 5.2071, 5.8049, 25.4683
Si, 3.0057, 8.0434, 25.4033
Si, 7.9907, 8.5524, 25.4043
Si, 1.3728, 1.459, 26.6652
Si, 6.9061, 1.4493, 26.6716
Si, 4.0876, 4.1954, 26.7672
Si, 9.6193, 4.1547, 26.6587
Si, 1.4124, 6.8942, 26.7214
Si, 6.8491, 6.9338, 26.7089
Si, 4.1569, 9.6409, 26.685
Si, 9.5847, 9.6871, 26.6983
Si, 2.7183, 0.0306, 28.0274
Si, 8.1924, 0.0441, 28.0905
Si, -0.013, 2.7609, 28.0758
Si, 5.4668, 2.754, 28.0464
Si, 2.7069, 5.5067, 28.1261
Si, 8.1992, 5.4882, 28.0305
Si, -0.0184, 8.2396, 28.0432
Si, 5.4555, 8.239, 28.0945
Si, 4.1018, 1.3673, 29.4329
Si, 9.5708, 1.3673, 29.4329
Si, 1.3673, 4.1018, 29.4329
Si, 6.8362, 4.1018, 29.4329
Si, 4.1018, 6.8362, 29.4329
Si, 9.5708, 6.8362, 29.4329
Si, 1.3673, 9.5708, 29.4329
Si, 6.8362, 9.5708, 29.4329
Si, 0, 0, 30.8002
Si, 5.469, 0, 30.8002
Si, 2.7345, 2.7345, 30.8002
Si, 8.2035, 2.7345, 30.8002
Si, 0, 5.469, 30.8002
Si, 5.469, 5.469, 30.8002
Si, 2.7345, 8.2035, 30.8002
Si, 8.2035, 8.2035, 30.8002
Si, 1.3673, 1.3673, 32.1674
Si, 6.8362, 1.3673, 32.1674
Si, 4.1018, 4.1018, 32.1674
Si, 9.5708, 4.1018, 32.1674
Si, 1.3673, 6.8362, 32.1674
Si, 6.8362, 6.8362, 32.1674
Si, 4.1018, 9.5708, 32.1674
Si, 9.5708, 9.5708, 32.1674
Si, 2.7345, 0, 0.6835
Si, 8.2035, 0, 0.6835
Si, 0, 2.7345, 0.6835
Si, 5.469, 2.7345, 0.6835
Si, 2.7345, 5.469, 0.6835
Si, 8.2035, 5.469, 0.6835
Si, 0, 8.2035, 0.6835
Si, 5.469, 8.2035, 0.6835
Si, 4.1018, 1.3673, 2.0507
Si, 9.5708, 1.3673, 2.0507
Si, 1.3673, 4.1018, 2.0507
Si, 6.8362, 4.1018, 2.0507
Si, 4.1018, 6.8362, 2.0507
Si, 9.5708, 6.8362, 2.0507
Si, 1.3673, 9.5708, 2.0507
Si, 6.8362, 9.5708, 2.0507
Si, 0, 0, 3.418
Si, 5.469, 0, 3.418
Si, 2.7345, 2.7345, 3.418
Si, 8.2035, 2.7345, 3.418
Si, 0, 5.469, 3.418
Si, 5.469, 5.469, 3.418
Si, 2.7345, 8.2035, 3.418
Si, 8.2035, 8.2035, 3.418
Si, 1.2948, 1.4745, 4.7373
Si, 6.8286, 1.3382, 4.8388
Si, 4.1577, 3.9857, 4.849
Si, 9.5664, 4.0746, 4.8497
Si, 1.4177, 6.746, 4.7943
Si, 6.8214, 6.8243, 4.785
Si, 4.1146, 9.5757, 4.7857
Si, 9.6333, 9.4763, 4.6588
Si, 2.6646, 0.0744, 5.9705
Si, 8.2774, -0.1434, 5.9735
Si, -0.0577, 2.6768, 6.304
Si, 5.3795, 2.4923, 6.4029
Si, 2.7539, 5.3349, 6.2055
Si, 8.0609, 5.3302, 6.179
Si, -0.1079, 8.0179, 6.0464
Si, 5.4658, 8.195, 6.1876
Si, 3.6469, 1.2822, 7.7846
Si, 9.787, 0.8621, 7.443
Si, 1.6218, 3.7439, 7.601
Si, 6.4933, 4.184, 7.6193
Si, 4.3737, 6.5354, 7.4484
Si, 9.2398, 6.9095, 7.4176
Si, 1.0799, 9.7361, 7.0186
Si, 7.1927, 9.2845, 7.3862
O, 1.4083, 4.1855, 24.858
O, 6.8576, 9.6403, 24.8628
O, 2.6605, 2.5683, 8.1831
O, 8.2227, 8.1054, 7.9604
O, 5.4503, 5.4107, 7.9611
O, 0.0629, -0.202, 7.8905
O, 4.0976, 6.9, 24.9002
O, 9.5749, 1.4484, 24.7967
O, 2.3112, 9.0447, 7.8835
O, 1.0413, 4.48, 8.9773
O, 8.8949, 1.1254, 8.8295
O, 6.8244, 10.2235, 8.7161
O, 3.8942, 0.4058, 9.2591
O, 3.8819, 7.1805, 8.9121
O, 6.9129, 3.6871, 9.1564
O, 9.873, 6.1059, 8.7191
O, 3.2881, 2.4809, 24.0598
O, 5.1754, 0.5821, 24.0237
O, 7.8658, 3.3339, 23.9197
O, 10.6112, 6.0252, 24.032
O, 8.7076, 7.9112, 24.0694
O, 2.3568, 8.716, 24.0474
O, 5.851, 5.0801, 24.1547
O, 0.4797, 10.6382, 23.9948
Si, 3.6501, 10.4442, 10.6108
Si, 0.9865, 3.2215, 12.6645
Si, -2.3839, -1.9135, 11.761
Si, 4.4698, 1.7845, 23.1812
Si, -6.1834, -7.5667, 17.3067
Si, 3.3743, -11.0488, 15.9492
Si, 1.2023, 9.438, 23.1566
Si, 15.7759, 8.4407, 17.4777
Si, -1.8762, 3.1628, 12.6115
Si, -1.2775, 4.3034, 19.1789
Si, 2.4415, 0.5354, 21.1761
Si, 5.032, 12.9385, 14.7061
Si, 10.8093, 18.0727, 12.0406
Si, 2.5816, 0.8569, 13.2303
Si, 7.7671, 11.1903, 9.6455
Si, 0.2639, 5.9973, 17.1365
Si, 5.5059, -2.3158, 12.3892
Si, 2.5524, -2.8661, 9.132
Si, 3.9425, 3.4564, 12.2158
Si, 7.9612, 6.0664, 21.0294
Si, 7.2941, -2.4056, 19.2731
Si, 10.3942, 5.2188, 14.2583
Si, 2.4153, 1.3927, 18.3317
Si, 9.7686, -2.1958, 17.4352
Si, 6.6611, 2.9183, 10.5578
Si, -3.0838, 1.4024, 14.6216
Si, 0.1324, 1.9932, 20.1523
Si, 8.9561, -0.0201, 19.2085
Si, 6.6072, 4.062, 23.1537
Si, 9.908, 7.2363, 23.2017
Si, 7.7479, 2.3605, 17.5858
Si, 11.2624, 5.8331, 9.515
Si, 6.4209, 7.8126, 14.9051
Si, 4.5803, -4.7433, 13.7465
Si, 3.4018, 6.0736, 16.7316
Si, 8.7976, -1.4868, 14.7248
O, 5.8979, 7.8423, 16.4136
O, 5.7596, -2.0589, 18.7444
O, 7.9722, 2.2788, 15.9712
O, -1.7097, -1.3742, 13.1662
O, 7.0458, -2.5769, 11.8754
O, 14.6469, 7.3114, 17.7497
O, 1.2208, 1.6371, 21.3071
O, 3.9051, 13.0163, 13.3933
O, -2.0054, 1.7667, 13.467
O, 0.124, 5.766, 11.1375
O, 6.232, 2.9488, 17.8655
O, 8.5203, 5.2848, 19.7296
O, -3.0678, -0.1657, 15.0133
O, -0.6032, 5.4543, 15.8553
O, -0.0506, 7.5617, 17.4862
O, -0.4146, 3.0576, 11.8377
O, 7.1368, -3.6026, 20.3775
O, 10.8375, 5.1165, 18.4327
O, 3.7866, 1.1044, 21.871
O, -8.5607, 3.4695, 11.7686
O, 7.9676, 0.8883, 18.2527
O, 10.3818, 14.388, 20.3716
O, 3.6684, 6.3703, 15.1066
O, 0.9541, 2.0294, 18.7047
O, 1.8277, -5.2023, 16.8086
O, 6.7611, 12.245, 10.3861
O, 7.806, 14.3584, 11.6132
O, 9.5836, -3.0566, 11.245
O, 12.1084, 18.9898, 12.3383
O, 0.8169, 4.3664, 13.8147
O, -0.5628, -4.2716, 13.5368
O, 2.7231, 9.1069, 10.3904
O, 1.2492, 7.1596, 9.3232
O, 5.1034, 14.1059, 11.1415
O, 4.7405, 0.7282, 15.6329
O, 2.7953, 0.3758, 19.5634
O, 4.3009, 4.7186, 13.1235
O, 9.234, 6.6172, 21.8652
O, 5.6618, 8.9869, 13.9976
O, -1.0946, 0.9072, 20.1962
O, 7.0789, 4.9935, 21.8896
O, -2.936, -2.8941, 14.8859
O, 1.9259, -0.8713, 21.824
O, -0.8625, -0.8927, 18.3721
O, 2.2726, 0.6334, 16.8765
O, 2.7421, -0.2392, 14.4103
O, 5.565, 2.8918, 22.6715
O, 8.9125, -7.6048, 18.1147
O, 3.6153, 2.4868, 18.0674
O, -1.0352, -1.5947, 15.8994
O, 2.7944, 0.3865, 11.715
O, 1.2732, 1.7699, 13.4146
O, -7.0119, -1.3629, 16.7557
O, 6.4166, 12.7768, 13.9231
O, 4.7848, -7.6648, 15.6399
O, 0.0779, 8.3373, 22.7267
O, 7.9493, -1.0674, 19.9749
O, 4.4889, -3.6432, 12.4866
O, -2.634, -2.762, 17.9874
O, 4.9354, 9.8466, 11.4562
O, 9.1049, 4.3708, 13.7118
O, 8.5318, -0.6394, 10.765
O, 4.3455, -6.009, 17.4227
O, 6.1316, -4.6045, 14.2542
H, 12.6109, 19.4267, 11.6218

Results
free energy: -133982.086 eV
free energy less fixed offsets of H -15.97, O -568.88, Si -635.61 eV per atom: -4.156 eV

Forces (eV/angstrom), in the order of the atoms: element, x, y, z
Si, 0.0025, -0.0022, 0.0135
Si, 0.0054, -0.0045, -0.0075
Si, 0.0025, -0.0036, 0.0154
Si, 0.0014, -0.0071, 0.0016
Si, 0.0057, -0.0064, -0.0092
Si, 0.0081, -0.0096, 0.0176
Si, 0.0035, -0.0053, -0.0148
Si, 0.0018, -0.0025, 0.0129
Si, -0.0059, 0.0077, -0.0053
Si, 0.0035, 0.0013, 0.0055
Si, -0.0008, 0.0044, -0.0101
Si, -0.0001, -0.0015, 0.0071
Si, -0.004, 0.0031, 0.0048
Si, -0.0058, 0.0034, -0.0068
Si, -0.0014, 0.0027, 0.006
Si, -0.0052, 0.0071, -0.0058
Si, 0.0005, -0.0018, 0.003
Si, -0.0017, -0.002, -0.0067
Si, 0.0028, -0.0013, -0.0067
Si, 0.0011, -0.0027, 0.0017
Si, -0.0011, -0.0044, 0.0027
Si, 0.0014, -0.0008, 0.0019
Si, 0.0014, -0.0024, 0.003
Si, 0.0052, -0.0011, -0.0028
Si, -0.0249, 0.0205, -0.2203
Si, 0.0502, 0.1535, 0.2249
Si, -0.163, 0.0303, 0.2973
Si, 0.0578, 0.091, -0.1907
Si, 0.0363, 0.1925, 0.3344
Si, -0.0308, 0.0568, -0.221
Si, 0.028, 0.1238, -0.2155
Si, 0.0163, 0.1911, 0.2009
Si, 0.0345, 0.0332, -0.0242
Si, 0.0666, -0.0417, -0.0004
Si, 0.0137, 0.0387, -0.0131
Si, 0.0893, 0.0026, -0.0029
Si, 0.0602, -0.0371, 0.0098
Si, 0.0255, 0.0456, -0.0208
Si, 0.067, 0.0031, -0.0078
Si, 0.0158, 0.0296, -0.0213
Si, -0.0266, -0.044, -0.0105
Si, -0.0419, 0.013, -0.0218
Si, -0.0028, 0.0081, -0.0068
Si, -0.0786, 0.0367, -0.0156
Si, 0.0068, 0.0417, -0.032
Si, -0.0038, -0.0027, -0.0075
Si, -0.0682, 0.0254, -0.025
Si, 0.0078, 0.0015, -0.0154
Si, 0.079, -0.0646, 0.0042
Si, -0.001, -0.0092, -0.0017
Si, 0.0579, 0.0157, 0.0254
Si, 0.0084, -0.0025, 0.0469
Si, -0.0813, 0.0478, -0.0146
Si, 0.0857, -0.0454, 0.0029
Si, 0.0179, -0.0319, 0.0363
Si, 0.0392, 0.011, 0.0198
Si, -0.1069, -0.0632, 0.0391
Si, -0.0976, -0.135, 0.002
Si, 0.0737, 0.0371, -0.0328
Si, -0.0066, 0.0845, 0.0341
Si, -0.1167, -0.0921, 0.0208
Si, -0.1638, -0.0204, 0.0043
Si, 0.0094, 0.1272, 0.0001
Si, -0.0224, -0.0331, 0.0035
Si, 0.297, 0.1185, -0.4364
Si, 0.1349, 0.007, 0.0497
Si, 0.0495, 0.3793, -0.235
Si, -0.0937, -0.0422, 0.4244
Si, -0.0122, -0.3454, 0.1969
Si, -0.081, -0.3466, 0.2099
Si, 0.0677, -0.1413, 0.2179
Si, -0.2829, -0.4584, -0.6051
Si, 0.0034, -0.0108, -0.0033
Si, 0.0005, 0.0044, -0.0006
Si, 0.0017, 0.0007, 0.0058
Si, 0.0015, 0.0016, -0.0047
Si, -0.0024, 0.0016, 0.0029
Si, 0.0142, -0.0059, -0.0004
Si, 0.0001, 0.0023, 0.0012
Si, -0.0069, -0.0012, -0.0098
Si, -0.0028, 0.0109, -0.0063
Si, -0.0046, 0.0015, -0.0049
Si, -0.0034, 0.0039, -0.0038
Si, -0.0079, 0.0048, -0.0011
Si, 0.0048, 0.0043, -0.0114
Si, -0.0071, 0.0086, 0.0026
Si, 0.0079, 0.0009, -0.0076
Si, -0.0106, -0.0013, -0.0033
Si, 0.0057, 0.0019, 0
Si, 0.0048, -0.0064, 0.0152
Si, 0.0045, -0.0003, 0.0182
Si, 0.0008, 0.003, -0.0059
Si, -0.0067, -0.001, 0.0045
Si, -0.0047, -0.0069, 0.013
Si, 0.0095, -0.0064, 0.0048
Si, 0.0103, -0.0015, 0.0137
O, -0.0042, 0.0042, -0.0024
O, -0.0033, 0.0039, -0.0025
O, -0.0019, -0.0026, -0.0029
O, -0.0041, 0.0004, -0.0038
O, 0.006, -0.0026, -0.0005
O, 0.0021, -0.0002, -0.0007
O, -0.0035, 0.0048, 0.0034
O, -0.0027, 0.0014, -0.0054
O, 0.0051, -0.0166, 0.0231
O, -0.0005, -0.0005, -0.0097
O, 0.0013, 0.0034, -0.0053
O, -0.0009, -0.002, -0.0037
O, -0.002, 0.0047, 0.0017
O, -0.0059, 0.0074, -0.0022
O, 0.0001, -0.0013, 0.0019
O, 0.0125, 0.0017, 0.0058
O, 0.0014, -0.0016, -0.0073
O, 0.0005, -0.0001, 0.0041
O, -0.0029, 0.0027, -0.0001
O, 0.0003, 0.0001, 0.0044
O, 0.0012, -0.0004, -0.0036
O, 0.0006, -0.0005, 0.0049
O, 0.0007, -0.0011, -0.0122
O, 0.0019, -0.0021, -0.0044
Si, 0.0013, -0.0027, 0.0009
Si, -0.004, -0.0011, 0.0023
Si, 0.0015, -0.0028, 0.0008
Si, -0.0029, 0.0021, 0.0004
Si, -0.0016, -0.0024, -0.0003
Si, 0.0009, -0.002, -0.0025
Si, -0.0023, 0.0033, -0.0001
Si, 0.0004, 0.0011, -0.0027
Si, 0.0015, -0.0002, 0.0007
Si, -0.0005, 0.0002, 0
Si, -0.0004, 0.0006, 0.0006
Si, 0.0201, -0.0033, 0.0171
Si, 0.0002, -0.0026, -0.0044
Si, 0.0082, 0.0088, 0.0065
Si, -0.0019, -0.0024, 0.0023
Si, -0.0021, -0.0002, -0.0006
Si, -0.0013, 0.0004, 0.0011
Si, -0.0108, 0.0026, -0.0202
Si, -0.0003, -0.0151, 0.013
Si, 0.0006, -0.0025, 0.0003
Si, 0.0007, -0.0005, 0.0001
Si, 0.0002, 0.0016, -0.0016
Si, -0.001, -0.0009, 0
Si, -0.0007, 0.0009, -0.002
Si, 0.0011, 0.0004, 0.0016
Si, 0.0018, -0.0009, -0.0006
Si, 0.0012, 0.0003, 0.0009
Si, 0.0015, 0.0005, -0.0001
Si, -0.0016, 0.004, 0.0033
Si, -0.0018, 0.0014, -0.0015
Si, 0.0021, 0.0002, -0.0022
Si, -0.0128, 0.0136, -0.0061
Si, 0.0012, 0.0003, -0.001
Si, -0.0004, 0.002, -0.0009
Si, 0.0001, 0.0001, -0.0011
Si, -0.0008, -0.0006, -0.0032
O, 0.0001, -0.001, 0.0015
O, 0.0001, -0.0002, -0.0002
O, -0.0023, -0.0007, 0.0018
O, -0.0005, 0.0005, 0
O, -0.0016, 0.0007, -0.0002
O, 0.0002, -0.0007, 0.0007
O, 0.0001, -0.0003, -0.0005
O, -0.0273, 0.0105, -0.0298
O, -0.0017, -0.0004, 0
O, 0.0005, 0.0037, -0.009
O, -0.0001, 0.0005, 0.0001
O, 0.0005, -0.0003, 0.0002
O, -0.0001, 0.0015, 0.0006
O, 0.0014, 0.0004, 0.0008
O, 0.001, -0.0008, 0.0005
O, 0.0019, 0.0002, 0.0005
O, 0.0001, 0.0008, -0.0012
O, 0.0006, 0.0012, 0.0004
O, 0.0008, -0.0001, 0.0005
O, 0.0039, -0.0035, 0.0032
O, -0.0003, -0.0004, 0.001
O, -0.0006, 0.0007, -0.0002
O, -0.0005, 0.0002, 0.0005
O, 0.0008, 0.0004, -0.0006
O, 0.0008, -0.0009, 0.0022
O, -0.0004, 0.0007, -0.0014
O, -0.0008, -0.0006, -0.0004
O, -0.0006, 0.0006, 0.0001
O, -0.0008, -0.0007, 0.0021
O, 0.0001, 0.0001, -0.0006
O, -0.0008, -0.0013, 0.0017
O, -0.0004, 0.0018, -0.005
O, 0.0108, -0.0083, 0.0088
O, -0.0029, -0.0002, 0.0015
O, -0.0005, 0.0026, -0.0004
O, 0.001, 0.0005, -0.0016
O, -0.0004, -0.0061, 0.0006
O, 0.0007, -0.0001, 0.0004
O, -0.0001, -0.001, 0.0011
O, -0.0005, -0.0007, -0.0005
O, 0.0013, 0.0003, -0.0006
O, 0.0002, -0.0003, 0.0008
O, 0.0003, -0.0011, 0.0003
O, 0.0001, -0.0001, -0.0004
O, 0.0007, -0.0011, 0.0007
O, 0.0031, 0.008, -0.0031
O, 0.0005, 0, 0.0005
O, -0.0004, -0.0009, -0.0006
O, 0.0016, 0.0013, 0.0001
O, 0, -0.001, 0.0018
O, -0.0016, -0.0019, -0.0056
O, 0.0039, 0.001, -0.0028
O, -0.0001, 0.0002, 0.0015
O, -0.0067, 0.0036, 0.0025
O, 0.0015, -0.0013, 0.001
O, 0.0007, -0.0009, -0.0001
O, 0.0002, -0.0001, -0.0005
O, -0.0006, 0.0007, 0.0003
O, 0.0012, 0, 0.0004
O, 0.0012, 0.0008, 0.0003
O, -0.0004, 0.0001, 0.0005
O, -0.0001, 0.0017, -0.003
O, 0.0005, 0, 0.0002
O, -0.0012, -0.0017, 0
H, -0.0024, -0.0004, 0.0009

The program warned: the cutoff lies below the one the program advises for these potential files; the exchange-correlation potential is rough where the density is thin.
